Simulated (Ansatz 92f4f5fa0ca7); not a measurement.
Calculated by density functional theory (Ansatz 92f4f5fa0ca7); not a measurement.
Periodic cell of 223 atoms, Si132O90P1, from a study of silicon, its oxide and their interface. The atomic structure is a simulated model.
Doubt: the cutoff is far below the 930 eV that the study's wrapper takes by default for these files, so forces and energies are approximate.
This geometry differs little from another in the collection (a relaxation step or a small displacement).

Settings
functional: PBE
potential files: Ansatz PAW
basis: plane waves
wave-function cutoff: 580 eV
density cutoff ratio: 5
exchange-correlation grid ratio: 1
k mesh: 1 x 1 x 1, Gamma-centred
self-consistency stop: 5e-08 eV per atom in the density residual
occupations: fixed
spin: none
net charge: +1 e, with a uniform compensating background and no finite-size correction

Cell vectors (angstrom)
a	10.938	0	0
b	0	10.938	0
c	0	0	32.1988

Atoms: element, x, y, z (angstrom)
Si	10.5848	0.2341	24.8475
Si	5.7321	10.6832	24.7312
Si	2.4758	2.9182	24.616
Si	8.4132	2.4692	24.838
Si	0.2641	5.1712	24.7479
Si	5.1396	5.7431	24.6704
Si	2.9218	8.0177	24.6004
Si	7.9359	8.4423	24.7017
Si	1.3324	1.3843	26.0218
Si	6.8415	1.2918	26.1344
Si	4.0398	4.0992	25.9784
Si	9.6074	4.0675	26.0964
Si	1.3839	6.8268	26.0073
Si	6.7654	6.8509	25.9991
Si	4.1093	9.538	26.006
Si	9.4585	9.5757	26.1292
Si	2.7294	-0.0033	27.3366
Si	8.1785	-0.0273	27.5649
Si	0.0157	2.7167	27.4843
Si	5.4357	2.7372	27.3571
Si	2.7252	5.4632	27.4237
Si	8.1645	5.4767	27.3492
Si	-0.0165	8.2015	27.3676
Si	5.4479	8.1806	27.4479
Si	4.0848	1.358	28.7421
Si	9.5822	1.36	28.8411
Si	1.3641	4.1088	28.8059
Si	6.8235	4.0948	28.7373
Si	4.0928	6.8151	28.7997
Si	9.5473	6.8279	28.7495
Si	1.37	9.5685	28.7322
Si	6.7956	9.5407	28.8546
Si	0.0155	-0.0312	30.1512
Si	5.4317	0.0039	30.1818
Si	2.7377	2.724	30.1549
Si	8.1903	2.7473	30.1413
Si	-0.0274	5.4715	30.1589
Si	5.4857	5.4598	30.1398
Si	2.7218	8.2093	30.1278
P	8.1988	8.1797	30.1615
Si	1.3731	1.3496	31.539
Si	6.8219	1.3853	31.5033
Si	4.1174	4.092	31.5251
Si	9.5618	4.0927	31.5234
Si	1.3586	6.844	31.4887
Si	6.8505	6.8224	31.5401
Si	4.0667	9.57	31.5291
Si	9.5697	9.5449	31.5242
Si	2.7347	-0.0025	0.7251
Si	8.1769	0.0019	0.6594
Si	-0.0018	2.7278	0.694
Si	5.4792	2.7318	0.7029
Si	2.7346	5.4869	0.6529
Si	8.2335	5.4584	0.716
Si	0.0048	8.1675	0.6916
Si	5.4705	8.2265	0.6879
Si	4.1297	1.3634	2.0768
Si	9.566	1.3409	2.0455
Si	1.3774	4.1298	2.026
Si	6.8441	4.0878	2.0745
Si	4.1096	6.8225	2.0455
Si	9.5897	6.8291	2.0848
Si	1.369	9.5467	2.063
Si	6.8285	9.6005	2.0614
Si	-0.0113	-0.0337	3.3996
Si	5.4882	0.0139	3.4871
Si	2.7705	2.7864	3.3721
Si	8.1952	2.6917	3.4465
Si	0.0332	5.466	3.4487
Si	5.4781	5.4666	3.4178
Si	2.7678	8.2021	3.4427
Si	8.2055	8.2264	3.3934
Si	1.3894	1.3916	4.6255
Si	6.8457	1.354	4.9197
Si	4.1538	4.0861	4.8094
Si	9.5831	4.0694	4.767
Si	1.4239	6.8268	4.8281
Si	6.8221	6.8863	4.7381
Si	4.1277	9.5783	4.8548
Si	9.5544	9.5531	4.7984
Si	2.7427	0.1215	6.0572
Si	8.2064	-0.0573	6.2734
Si	0.0308	2.6596	6.0455
Si	5.4722	2.7286	6.2993
Si	2.8196	5.475	6.1926
Si	8.1796	5.4722	6.0377
Si	0.0171	8.1871	6.1546
Si	5.5222	8.2235	6.2357
Si	3.8315	1.5752	7.6179
Si	9.8432	1.1359	7.469
Si	1.6232	3.7956	7.317
Si	6.6587	4.416	7.4891
Si	4.4106	6.6333	7.563
Si	9.3696	6.9452	7.4096
Si	1.1459	9.9204	7.2985
Si	7.1504	9.2344	7.6802
O	8.3043	8.0897	7.8754
O	2.7137	2.7407	7.9655
O	9.5236	1.3752	24.2753
O	4.0263	6.8626	24.1412
O	0.0287	0.0155	7.9673
O	5.5396	5.5152	8.0331
O	6.8381	9.5727	24.1855
O	1.3607	4.0661	24.1701
O	3.8697	7.3805	8.9452
O	0.7772	4.3784	8.5804
O	9.8083	6.1968	8.8123
O	2.1387	9.3766	8.4789
O	7.5215	3.9259	8.7991
O	4.2688	0.9193	9.0685
O	6.7367	9.5539	9.2278
O	9.2121	1.8541	8.8033
O	7.6641	3.1569	23.5618
O	10.4722	5.8461	23.4565
O	5.0763	0.4572	23.4183
O	5.8379	5.1035	23.3359
O	3.0923	2.2173	23.2556
O	2.2947	8.7454	23.2486
O	8.6225	7.7725	23.3722
O	0.2064	10.3323	23.5793
Si	4.3819	1.5748	22.4505
Si	3.4894	7.9297	14.0279
Si	7.1167	0.9554	14.666
Si	0.943	9.3618	22.5119
Si	1.1826	4.3088	11.8827
Si	6.2657	8.9627	15.3151
Si	0.6762	1.3697	12.2933
Si	8.6358	4.9462	20.5003
Si	0.3254	5.7199	9.3619
Si	5.1023	3.1212	17.9402
Si	0.8873	3.7447	16.7395
Si	10.408	2.8457	19.2191
Si	5.282	1.1832	10.3542
Si	0.8867	0.1768	19.8373
Si	6.6472	9.4581	10.8745
Si	9.3391	9.6742	18.3224
Si	9.3901	9.2456	12.5729
Si	6.5606	3.8488	22.5791
Si	2.444	8.0663	9.3803
Si	10.5904	7.3655	17.0753
Si	2.5114	6.2907	16.5736
Si	10.1747	4.4928	14.1883
Si	6.1405	9.1801	18.51
Si	7.969	2.5696	9.5869
Si	8.8784	2.1433	12.4572
Si	5.3368	6.2424	18.0631
Si	3.9259	0.551	19.4559
Si	4.279	3.8394	12.0526
Si	5.5418	6.6	12.1385
Si	8.0134	2.5008	17.2165
Si	4.3591	2.4777	14.9668
Si	1.5388	1.2116	15.2535
Si	1.567	9.4161	12.0449
Si	8.049	6.8514	13.8669
Si	10.381	9.8357	15.4864
Si	9.81	7.0147	22.5348
Si	8.1075	5.4814	17.4036
O	6.0459	7.9601	11.2896
O	6.018	9.2043	16.8939
O	7.6768	1.363	13.1943
O	0.8949	1.7494	13.8619
O	9.4271	6.2538	16.8833
O	6.7572	6.2029	13.1381
O	5.1315	4.6577	18.6093
O	9.2309	2.1568	18.2736
O	2.3689	0.0899	19.0768
O	9.4133	10.2335	16.7662
O	2.7901	4.4333	11.7123
O	5.0674	10.3193	19.1028
O	9.4233	3.2417	13.4957
O	0.4637	1.7649	19.9515
O	3.1525	1.3607	15.06
O	8.1608	5.3681	19.0212
O	3.8935	6.5969	17.3857
O	4.5736	3.2793	16.3869
O	9.0616	5.6686	14.3136
O	5.4448	2.7628	22.1265
O	10.6742	4.1484	15.6829
O	0.3448	3.8687	18.2763
O	10.4267	10.5105	19.2215
O	9.6414	10.0259	14.0279
O	10.9269	8.1096	22.093
O	1.1907	2.1599	16.5266
O	9.7432	3.7488	20.415
O	8.1347	4.029	16.6791
O	-0.0431	9.1022	11.9064
O	6.5857	2.4146	18.0067
O	5.5837	10.7174	11.1929
O	7.7502	9.5888	18.8413
O	10.0268	1.0255	12.0593
O	1.3219	6.9533	9.042
O	0.6207	4.7687	13.3467
O	5.7062	7.6202	18.9788
O	5.2381	5.0837	11.5176
O	2.712	6.9866	15.1129
O	0.9075	2.7473	11.4611
O	0.8607	10.6841	15.5432
O	2.3962	8.5867	10.9067
O	4.6975	2.4299	11.2694
O	4.2557	3.5085	13.679
O	2.2034	4.6814	16.4794
O	10.7015	8.248	15.6965
O	6.9287	10.2883	14.6657
O	2.3435	8.9551	13.4206
O	8.0339	1.5182	15.9076
O	4.1249	6.995	12.8509
O	4.1785	2.0084	18.727
O	7.3117	4.4124	21.2754
O	8.4055	2.9262	11.1065
O	1.1794	6.8606	17.3555
O	5.6528	1.5724	14.7616
O	8.1297	9.7597	11.5891
O	9.2129	6.2867	21.225
O	8.9542	7.7156	12.852
O	1.6506	0.1212	11.8743
O	6.6434	6.1453	17.0612
O	7.3973	7.8001	15.0408
O	1.2186	10.3005	21.2263
O	10.0346	8.198	18.3559
O	3.952	0.8397	21.0781
O	0.35	5.3404	10.9242
O	6.6932	1.5748	9.6295
O	4.7781	8.7042	14.678

Results
free energy: -135861.163 eV
free energy less fixed offsets of O -568.88, P -755.39, Si -635.61 eV per atom: -6.053 eV

Forces (eV/angstrom), in the order of the atoms: element, x, y, z
Si	-0.0129	0.0362	0.0774
Si	-0.0002	-0.0196	0.0672
Si	-0.0379	0.0258	0.1118
Si	0.0145	-0.0023	0.0758
Si	0.0146	-0.0172	0.0744
Si	-0.0284	0.0474	0.106
Si	0.0319	-0.0144	0.1129
Si	-0.0191	0.0025	0.1089
Si	-0.0065	0.0093	-0.0228
Si	0.0102	0.0022	-0.0376
Si	-0.0091	0.0054	-0.0264
Si	0.0203	-0.0136	-0.0292
Si	0.0165	-0.0253	-0.0379
Si	-0.0031	0.0294	-0.0244
Si	0.0095	-0.0143	-0.0357
Si	-0.0156	-0.0131	-0.0316
Si	-0.0215	0.0028	0.0303
Si	0.0392	0.0062	-0.054
Si	-0.0133	-0.0294	-0.0728
Si	-0.0079	0.0317	0.0371
Si	0.0194	0.004	-0.0403
Si	-0.0372	0.0169	0.0314
Si	-0.01	0.0354	0.0431
Si	0.016	-0.0251	-0.0567
Si	-0.0011	-0.0076	-0.0256
Si	-0.0021	0.0093	0.0711
Si	-0.0069	0.0356	0.0564
Si	0.0078	0.0017	-0.0257
Si	-0.0125	0.0039	0.0389
Si	-0.0069	-0.002	-0.0122
Si	0.0048	-0.0115	-0.0258
Si	-0.0363	-0.0264	0.0798
Si	-0.0072	-0.001	-0.0177
Si	0.0051	-0.0049	-0.004
Si	0.0028	-0.0012	-0.0065
Si	0.0029	0.0018	-0.0057
Si	0.0012	-0.0039	-0.0083
Si	-0.0004	-0.0052	-0.0189
Si	-0.0076	-0.0038	-0.0093
P	0.0217	-0.0131	-0.0121
Si	-0.0166	0.0013	-0.0022
Si	0.0168	-0.0005	-0.0061
Si	0.0022	0.0182	-0.0057
Si	-0.0039	-0.0058	-0.0096
Si	0.0157	0.0033	-0.0084
Si	-0.0123	0.0136	-0.0059
Si	-0.001	-0.0121	-0.0064
Si	-0.0106	0.0097	-0.0053
Si	0.0186	-0.001	-0.001
Si	-0.0089	-0.0085	0.0081
Si	0.0013	0.0126	0.0027
Si	-0.0027	-0.0134	-0.0051
Si	-0.0182	0.0014	0.007
Si	0.01	-0.0058	0.003
Si	0.0015	-0.0092	-0.0019
Si	0.0054	0.0043	0.0091
Si	-0.0134	-0.0012	0.005
Si	-0.0117	0.0035	-0.0186
Si	0.0155	-0.0088	0.0066
Si	0.004	0.0277	-0.0092
Si	0.002	0.0092	-0.0156
Si	-0.0143	0.0058	0.0066
Si	-0.0254	0.0052	-0.0099
Si	0.0184	-0.0157	0.0019
Si	-0.0352	-0.0565	-0.0496
Si	0.0214	-0.0006	0.0251
Si	0.0335	0.0689	-0.0802
Si	-0.0133	-0.0394	0.0306
Si	0.0245	0.004	0.0042
Si	-0.0065	-0.0081	-0.0164
Si	0.0256	0.0019	0.0353
Si	-0.0067	0.0226	-0.0429
Si	0.004	-0.0071	0.0634
Si	0.0073	0.0018	-0.029
Si	-0.0131	-0.0132	0.0442
Si	-0.0075	0.0174	-0.0189
Si	-0.0174	-0.0002	-0.0043
Si	0.0167	0.0083	0.0203
Si	-0.0018	-0.0215	-0.0495
Si	-0.0013	-0.0061	0.0461
Si	-0.0156	-0.005	0.0575
Si	0.0088	-0.0098	0.0348
Si	0.003	0.0005	0.036
Si	-0.0024	0.0189	0.0384
Si	0.0074	-0.0089	0.024
Si	-0.0117	0.0125	0.0445
Si	-0.0026	0.0075	0.0214
Si	-0.0006	-0.0076	0.05
Si	0.0106	0.0277	-0.1202
Si	-0.0113	-0.0439	-0.0703
Si	0.027	0.0298	-0.0397
Si	-0.0235	-0.0109	-0.0893
Si	0.0151	-0.0379	-0.1001
Si	-0.0186	0.0525	-0.0931
Si	-0.0097	-0.0297	-0.0571
Si	0.0437	-0.0126	-0.1771
O	-0.0062	-0.0044	0.023
O	-0.0195	0.003	-0.0121
O	-0.0039	-0.0158	-0.0022
O	0.0109	-0.0135	-0.0209
O	0.0055	0.0166	-0.0086
O	-0.0099	0.0073	0.0058
O	0.012	0.0019	-0.0072
O	0.0035	0.0031	-0.0113
O	-0.0505	0.0472	0.0456
O	-0.0193	0.0314	0.0293
O	0.0509	-0.0433	0.0391
O	0.0227	-0.0346	0.04
O	0.0442	-0.0504	0.0533
O	0.0384	-0.0206	0.0947
O	-0.0221	0.0058	0.1282
O	-0.0413	0.0434	0.0467
O	-0.0498	0.0435	-0.0598
O	-0.0349	0.0525	-0.057
O	-0.0406	0.048	-0.059
O	0.0407	-0.0564	-0.0426
O	0.0528	-0.0417	-0.0573
O	-0.0645	0.0417	-0.0546
O	0.0517	-0.0469	-0.0584
O	0.0299	-0.0464	-0.0528
Si	0.0068	-0.0064	0.0398
Si	-0.0009	-0.0011	0.0067
Si	0.0052	0.0054	0.0027
Si	0.001	-0.0218	0.035
Si	-0.0073	0.005	0.0327
Si	-0.0094	-0.003	0.0054
Si	0.0052	-0.0016	0.0377
Si	-0.0067	0.0065	-0.0142
Si	-0.029	-0.002	-0.0104
Si	-0.0043	-0.0066	-0.0318
Si	-0.0064	0.0012	-0.0077
Si	-0.0017	0.0055	-0.0214
Si	-0.0105	-0.0134	-0.0051
Si	0.0229	-0.0128	-0.0303
Si	-0.0134	0.0213	-0.0193
Si	0.0059	0.0098	-0.0284
Si	-0.0059	0.0018	0.0286
Si	0.0135	-0.0056	0.0225
Si	0.0199	0.0075	-0.0144
Si	0.0049	-0.004	-0.0206
Si	0.0034	0.0027	-0.0211
Si	0.0036	-0.0084	0.0053
Si	-0.0098	0.0098	-0.0407
Si	0.0087	0.0234	-0.0204
Si	-0.0061	0.0096	0.0161
Si	0.002	-0.0022	-0.0382
Si	-0.0098	0.0054	-0.0096
Si	0.0077	-0.008	0.0357
Si	0.0031	0.0052	0.0456
Si	0.0029	-0.0017	-0.0179
Si	0.0027	0.009	-0.007
Si	-0.0027	0.0029	-0.003
Si	0.0167	-0.0071	0.0287
Si	-0.0034	-0.0017	0.0117
Si	0.0015	0.0031	-0.0089
Si	-0.0025	0.0044	0.0292
Si	0.0037	-0.0044	-0.0061
O	-0.0051	-0.0262	-0.0131
O	0.0002	0.0008	0.0081
O	-0.0077	-0.0069	-0.0026
O	0.0069	-0.0025	0.0041
O	0.0038	0.0041	0.0088
O	0.0118	0.0017	-0.0147
O	0.0005	0.0043	0.0227
O	-0.011	-0.0021	0.0117
O	-0.0009	-0.0003	0.0138
O	-0.0006	-0.0024	0.0073
O	-0.0008	-0.0035	-0.029
O	0.012	-0.0128	0.017
O	0.0041	0.0091	-0.0112
O	-0.005	-0.0002	0.0285
O	0.0005	-0.0005	-0.0023
O	-0.0067	0.0053	-0.0063
O	0.0007	-0.0008	0.0158
O	0.0017	0.0013	0.0054
O	0.0004	0.001	-0.0098
O	-0.0002	-0.0018	0.0198
O	0.0039	0.0017	0.0062
O	0.0068	0.0036	0.0074
O	-0.0148	-0.0066	0.0143
O	0.0032	0.0035	0.0034
O	0.005	0.0109	0.0262
O	0.0013	0.0014	0.0042
O	0.0088	-0.0128	0.0133
O	-0.0021	0.0005	0.0009
O	-0.01	0.0019	-0.0261
O	0.0017	0.0024	0.017
O	-0.0011	-0.0099	-0.011
O	0.0048	-0.001	0.0253
O	0.0041	-0.002	-0.0254
O	-0.0018	-0.007	-0.0194
O	-0.0072	0.0033	-0.0073
O	-0.0002	-0.0037	0.0303
O	0.0015	0.0055	-0.0289
O	-0.0019	-0.0041	0.0071
O	-0.0008	-0.0052	-0.0259
O	-0.0008	-0.0016	0.0019
O	-0.0129	0.0197	0.0136
O	-0.0119	0.031	-0.0073
O	-0.0003	-0.0114	0.0057
O	0.0024	-0.0011	0.004
O	-0.0005	-0.0007	0.0005
O	0	-0.003	-0.0079
O	0.0071	-0.0043	-0.0071
O	0.0009	0.0015	0.0059
O	-0.0072	0.0072	-0.0135
O	0.0078	0.0109	0.0104
O	0.0275	0.0103	-0.0005
O	0.0186	-0.0049	0.0233
O	-0.0026	0.0018	0.0151
O	0.0005	-0.0032	-0.0032
O	0.0302	-0.0064	-0.0056
O	-0.0177	-0.0264	-0.0097
O	-0.0006	-0.0053	-0.0165
O	-0.0068	0.0054	-0.0267
O	-0.0006	-0.0006	0.006
O	-0.0015	0.0043	-0.0003
O	-0.0029	0.0391	-0.0257
O	0	-0.0023	0.016
O	-0.011	-0.0248	-0.0269
O	0.0112	-0.0229	0.0154
O	-0.0117	-0.0059	-0.0179
O	0.0083	0.0018	-0.0036

The program warned: the cutoff lies below the one the program advises for these potential files; the exchange-correlation potential is rough where the density is thin.
